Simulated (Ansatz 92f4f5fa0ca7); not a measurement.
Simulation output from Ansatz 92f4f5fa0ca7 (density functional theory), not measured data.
Periodic cell of 228 atoms, Si140O88, from a study of silicon, its oxide and their interface. The atomic structure is a simulated model.
This geometry differs little from another in the collection (a relaxation step or a small displacement).

Settings
functional: r2SCAN
potential files: Ansatz PAW
basis: plane waves
wave-function cutoff: 800 eV
density cutoff ratio: 5
exchange-correlation grid ratio: 1
k mesh: 1 x 1 x 1, shifted by 0.5 0.5 0 of a step
self-consistency stop: 1e-10 eV per atom in the density residual
occupations: fixed
spin: none
net charge: 0

Cell vectors (angstrom)
a, 10.887, 0, 0
b, 0, 10.887, 0
c, 0, 0, 33.3214

Atoms: element, x, y, z (angstrom)
Si, 0.5606, -0.5931, -0.019
Si, 2.2833, 3.0539, -0.2006
Si, 0.0576, 5.256, 0.3522
Si, 2.7312, 8.0984, 0.402
Si, 5.3817, -0.1768, 0.0019
Si, 8.1243, 2.7415, 0.2209
Si, 4.9039, 5.8664, 0.0172
Si, 8.7537, 7.4531, 0.004
Si, 1.3892, 1.291, 1.2095
Si, 3.9189, 4.1066, 1.255
Si, 1.367, 6.6917, 1.6323
Si, 4.0918, 9.5491, 1.5599
Si, 6.735, 1.25, 1.3373
Si, 9.4594, 4.0212, 1.6199
Si, 6.8171, 6.7226, 1.2438
Si, 9.6846, 9.2843, 1.258
Si, 0.01, 2.5585, 2.7333
Si, 2.7124, 0.0785, 2.7736
Si, 0.0008, 8.1056, 2.8707
Si, 2.7454, 5.3314, 2.8754
Si, 5.3588, 2.7063, 2.6216
Si, 8.2242, -0.139, 2.5953
Si, 5.5599, 8.1339, 2.7259
Si, 8.0615, 5.4357, 2.812
Si, 1.3277, 3.9727, 4.1345
Si, 4.0731, 1.4021, 4.1096
Si, 1.3732, 9.541, 4.1192
Si, 4.1554, 6.7683, 4.0939
Si, 6.7298, 4.0178, 4.0754
Si, 9.5173, 1.2336, 4.0568
Si, 6.8712, 9.4984, 4.0856
Si, 9.4609, 6.7815, 4.1607
Si, -0.0073, -0.035, 5.4855
Si, 2.7143, 2.697, 5.5144
Si, -0.0307, 5.3948, 5.4509
Si, 2.7636, 8.1568, 5.4247
Si, 5.4653, 0.0035, 5.4084
Si, 8.1504, 2.6645, 5.3904
Si, 5.4554, 5.4087, 5.4839
Si, 8.1629, 8.1632, 5.5177
Si, 1.344, 1.3384, 6.8443
Si, 4.072, 4.0843, 6.8326
Si, 1.3586, 6.7993, 6.7681
Si, 4.0982, 9.5328, 6.7934
Si, 6.7946, 1.3622, 6.7924
Si, 9.4904, 4.0485, 6.7958
Si, 6.7999, 6.7896, 6.8422
Si, 9.527, 9.5225, 6.8504
Si, -0.016, 2.7271, 8.1703
Si, 2.7249, -0.0092, 8.1826
Si, 0.0239, 8.1712, 8.1636
Si, 2.7128, 5.4574, 8.1467
Si, 5.447, 2.7334, 8.1725
Si, 8.1538, 0.024, 8.1552
Si, 5.4414, 8.1765, 8.1717
Si, 8.173, 5.4419, 8.1854
Si, 1.3615, 4.1055, 9.5035
Si, 4.0762, 1.3815, 9.526
Si, 1.3515, 9.5378, 9.5535
Si, 4.0559, 6.8203, 9.5041
Si, 6.7911, 4.1077, 9.5429
Si, 9.4952, 1.3846, 9.5156
Si, 6.7992, 9.5661, 9.5095
Si, 9.543, 6.8385, 9.5186
Si, -0.0447, 0.0421, 10.8833
Si, 2.709, 2.7472, 10.8831
Si, 0.0474, 5.5022, 10.8525
Si, 2.724, 8.1668, 10.8866
Si, 5.4422, 0.0317, 10.8797
Si, 8.1662, 2.7537, 10.8866
Si, 5.4158, 5.4896, 10.8803
Si, 8.1825, 8.2415, 10.8605
Si, 1.3065, 1.4081, 12.2311
Si, 4.0608, 4.121, 12.2522
Si, 1.3767, 6.8364, 12.2824
Si, 4.0817, 9.5383, 12.2111
Si, 6.7933, 1.4007, 12.2465
Si, 9.5656, 4.1595, 12.1578
Si, 6.7805, 6.9168, 12.1737
Si, 9.494, 9.6034, 12.2935
Si, 0.0085, 2.8685, 13.5849
Si, 2.6456, -0.0407, 13.5059
Si, 0.0016, 8.2285, 13.6063
Si, 2.7483, 5.4834, 13.6647
Si, 5.432, 2.7584, 13.5891
Si, 8.1221, 0.1003, 13.6832
Si, 5.4761, 8.2651, 13.6182
Si, 8.194, 5.5599, 13.4124
Si, 1.3661, 4.1874, 15.0689
Si, 3.9781, 1.3383, 14.7988
Si, 1.3525, 9.5219, 15.0222
Si, 4.159, 6.8471, 14.9701
Si, 6.8755, 4.2216, 14.7557
Si, 9.4869, 1.5632, 14.9349
Si, 6.7391, 9.6716, 15.1043
Si, 9.4617, 6.8999, 14.8692
Si, 0.1772, 0.3629, 16.1256
Si, 2.485, 2.4439, 16.2077
Si, -0.2804, 5.4205, 16.2575
Si, 2.9573, 8.296, 16.337
Si, 4.9575, -0.1576, 16.3206
Si, 8.3762, 3.2304, 16.2409
Si, 5.8514, 5.7495, 16.1849
Si, 7.9664, 8.0575, 16.2854
Si, 2.1568, -17.22, 26.2626
Si, -0.7339, 0.0139, 25.5528
Si, 18.2714, -3.0558, 22.5679
Si, 4.2189, 15.8955, 22.3807
Si, -3.5017, -1.5824, 31.5586
Si, 0.9219, -1.9367, 20.3264
Si, -4.4536, 14.7842, 18.4598
Si, 15.0596, 12.5904, 30.9788
Si, -18.1666, -0.4844, 28.6387
Si, -11.9319, -6.1523, 22.4433
Si, 10.7467, 2.2548, 21.4815
Si, 17.142, 4.0611, 31.2524
Si, 9.2253, 7.2052, 27.3221
Si, -12.3089, 22.5735, 31.7323
Si, 26.779, 4.5918, 26.6479
Si, 3.4182, -12.5091, 25.8348
Si, -12.4411, -9.6859, 28.9342
Si, 34.1126, -6.2736, 20.7391
Si, 5.0651, 17.8145, 24.5235
Si, 9.4001, 9.8423, 18.4281
Si, -9.4462, 6.5633, 18.5563
Si, -15.7983, 19.5409, 28.8587
Si, 1.0077, -3.5112, 26.1171
Si, -1.2796, 17.953, 24.3904
Si, 3.352, 10.8202, 20.5852
Si, 4.3478, 1.8881, 18.5011
Si, 16.8732, 43.1788, 21.78
Si, 25.7575, 3.0193, 24.5736
Si, 6.9557, 5.6685, 28.7211
Si, 10.6138, -0.4843, 22.4957
Si, -2.8719, -0.9164, 27.3966
Si, -24.1917, 11.4521, 20.7047
Si, -10.0375, 21.7018, 28.0208
Si, 3.7057, 0.2024, 23.5249
Si, 21.9338, 2.3987, 26.9773
Si, 17.9947, 5.3514, 21.0377
O, 6.1739, 9.451, -0.7028
O, -13.151, -0.4128, -7.3561
O, 4.5061, 3.6361, -10.1313
O, 1.0825, 4.1999, -0.4772
O, -7.9204, 0.3338, -11.2167
O, -25.3449, 3.5274, -0.9674
O, 2.0281, 10.0672, -4.5241
O, 2.8847, 13.3731, -1.6589
O, 2.9959, -0.9191, -8.8822
O, 3.9148, 0.8543, -3.7496
O, 14.9585, 6.2918, -9.931
O, 23.5625, 16.909, -7.5267
O, 5.3027, 5.1972, -1.4192
O, 42.4517, 13.3356, -5.3084
O, 9.8878, 6.3112, -0.4089
O, 7.4797, 13.8762, -15.7246
O, 4.841, -0.7174, 20.6789
O, 9.1857, 1.7256, 30.4372
O, -1.7146, -0.417, 21.7851
O, -14.6884, 4.8313, 30.096
O, -8.0669, 4.8689, 21.5791
O, -3.9983, 17.7927, 16.7259
O, 14.8602, -1.3884, 16.8175
O, 7.4041, -3.9577, 21.225
O, 0.2585, 10.1803, 26.6368
O, 16.4468, -5.7482, 21.4813
O, 18.1156, 4.8082, 19.5268
O, 13.0594, 8.4348, 26.4339
O, 5.5225, 4.8643, 17.5191
O, 13.3995, 7.3869, 17.644
O, -2.2238, 8.6299, 17.6562
O, 1.3308, 1.3792, 16.6935
O, -4.4511, 7.2509, 23.7394
O, 8.0521, 22.1751, 28.3597
O, -12.8837, 19.5759, 27.8863
O, -7.4175, -6.248, 27.243
O, -0.007, 0.0256, 31.8763
O, 19.2175, -0.1695, 19.2664
O, -1.0425, -5.3182, 23.8244
O, 27.8505, 28.8158, 28.8165
O, 14.4926, 1.4925, 24.4423
O, -12.4206, 1.8197, 32.9615
O, -17.9399, -0.5196, 26.9913
O, 0.1776, 6.286, 17.5762
O, -1.4626, 1.8807, 20.5823
O, -13.3344, 6.0826, 28.1945
O, 13.4832, 3.7572, 24.9409
O, -11.6088, 21.6584, 17.3786
O, -3.9252, -10.0636, 21.2536
O, 11.908, 13.9254, 20.6592
O, -5.8188, 3.2304, 25.764
O, -1.3436, -6.6142, 16.7392
O, -4.7402, 4.6363, 27.767
O, 3.8061, -3.8235, 32.9612
O, 33.469, -7.0325, 26.8277
O, 22.3375, 9.1461, 21.8993
O, 37.2281, 8.2266, 25.3487
O, 37.9366, 10.8626, 23.1935
O, -7.4597, 12.1147, 19.6408
O, 10.8523, -14.6787, 27.3449
O, 22.2371, 0.8947, 22.075
O, -2.5709, 4.6643, 21.8811
O, 19.7468, 18.8105, 23.2426
O, -22.1691, 21.8405, 29.0251
O, -11.3133, -11.4099, 24.0868
O, 8.7437, 7.0251, 25.7719
O, -2.6117, -11.158, 31.7711
O, -9.6898, 7.4322, 19.8981
O, 2.244, -1.0689, 19.9835
O, 4.4636, 20.0198, 29.1626
O, 6.4977, -12.3883, 27.4839
O, -5.5464, 2.817, 30.7118
O, 17.7639, 31.0089, 22.0482
O, -9.568, 1.439, 27.6142
O, -10.7476, 7.7391, 24.7936
O, 21.4155, 9.3626, 19.4572
O, 3.3797, 2.7658, 17.5363
O, 10.269, 3.1968, 22.715
O, 6.8845, 9.2295, 30.0504
O, -13.5455, -2.9184, 31.8608
O, -5.5751, -5.0695, 25.6533
O, 21.3434, 1.6207, 25.6609
O, -16.598, 11.6378, 17.6699
O, 16.3042, 2.8799, 19.1954
O, 1.7034, 9.1488, 32.9044
O, 4.653, 11.5307, 32.1101
O, 11.0044, 5.3116, 21.4258
O, -9.0942, 5.1245, 19.2261

Results
free energy: -139738.278 eV
free energy less fixed offsets of O -570.45, Si -639.56 eV per atom: -0.278 eV

Forces (eV/angstrom), in the order of the atoms: element, x, y, z
Si, -0.0004, 0.0002, -0.0196
Si, -0.0013, -0.0017, -0.0302
Si, 0, 0, -0.0227
Si, -0.0011, 0.0014, -0.0168
Si, -0.0008, -0.0036, -0.0302
Si, 0.0022, -0.0008, -0.0218
Si, -0.0018, 0.0035, -0.0211
Si, 0.0006, -0.0009, -0.0204
Si, 0.0014, 0.0005, 0.0015
Si, -0.0035, 0.0015, 0.0057
Si, -0.0005, -0.001, 0.0018
Si, -0.0025, -0.0034, 0.005
Si, -0.0002, -0.0036, 0.0061
Si, 0.0013, 0.0029, 0.0037
Si, 0.0007, -0.0027, 0.0023
Si, 0.0003, -0.0005, 0.0022
Si, -0.0004, -0.0021, -0.0003
Si, -0.0006, -0.0006, -0.0015
Si, 0, -0.0013, 0.0006
Si, -0.0002, -0.0002, 0.0012
Si, -0.0008, 0.0019, -0.0014
Si, 0.0009, -0.0004, -0.0039
Si, -0.0014, -0.0002, 0.0003
Si, -0.0013, -0.0002, -0.0001
Si, -0.0012, -0.0007, -0.0018
Si, 0.0002, 0.0005, 0.0025
Si, 0.0005, -0.0012, -0.0002
Si, -0.0007, 0.0014, 0.0001
Si, -0.0006, -0.0012, 0.0008
Si, -0.0027, 0.0007, -0.0001
Si, -0.0007, 0.0003, 0.0023
Si, 0.0001, -0.0012, -0.0004
Si, 0.0002, 0.0012, -0.0009
Si, -0.0009, 0, -0.0011
Si, -0.0007, 0.0005, -0.0014
Si, -0.0003, -0.0014, -0.0017
Si, -0.0016, -0.0028, -0.0004
Si, 0.0016, 0.0003, -0.0002
Si, -0.0003, 0.0015, -0.0012
Si, -0.002, -0.0007, -0.0015
Si, -0.0003, -0.0008, -0.0012
Si, -0.0001, -0.0006, -0.0011
Si, -0.0006, -0.0006, -0.0009
Si, -0.0006, 0.0002, -0.0004
Si, -0.0008, -0.0005, -0.0008
Si, -0.0008, 0.0005, -0.001
Si, -0.0004, -0.0004, -0.0011
Si, -0.0007, -0.0004, -0.0008
Si, -0.0005, -0.0001, -0.0016
Si, -0.0003, -0.0009, -0.001
Si, 0.0009, -0.0009, -0.0006
Si, -0.0008, 0.0004, -0.0011
Si, -0.0005, -0.0004, -0.0013
Si, -0.0008, -0.0005, -0.0015
Si, -0.0006, -0.0007, -0.0012
Si, -0.0001, -0.0007, -0.0011
Si, -0.0003, -0.0003, 0.0003
Si, -0.0011, 0.0001, -0.0014
Si, -0.0007, -0.0003, -0.0006
Si, -0.0006, -0.0002, 0.0004
Si, -0.0009, 0.0001, -0.0021
Si, -0.0001, 0.0001, -0.0009
Si, -0.0006, -0.0004, -0.0005
Si, -0.0017, 0.0008, -0.0005
Si, -0.0019, -0.0012, 0.0003
Si, 0.0009, 0.0007, -0.0011
Si, 0.0008, 0.0009, -0.0009
Si, -0.0012, -0.0015, -0.0002
Si, -0.0001, 0.0009, -0.0004
Si, -0.0011, -0.0004, -0.0009
Si, -0.0016, -0.0004, -0.0002
Si, 0.0005, 0.0008, -0.0003
Si, -0.0003, 0.0016, -0.0012
Si, -0.0012, 0.0003, 0.0007
Si, -0.0002, 0, -0.0008
Si, 0.0005, 0.0002, -0.0022
Si, -0.0008, -0.001, 0
Si, -0.0002, -0.0002, 0.0019
Si, -0.001, -0.0005, 0.0027
Si, -0.0006, 0.0002, -0.0015
Si, -0.0009, 0.002, -0.0024
Si, 0.0004, -0.0018, -0.0026
Si, 0, -0.0003, -0.0033
Si, -0.0007, -0.0009, -0.0002
Si, 0.0003, 0.0009, -0.0022
Si, -0.0006, -0.0007, -0.0019
Si, -0.0001, -0.0003, -0.0013
Si, -0.0004, 0.0002, -0.003
Si, 0.0023, 0.0001, 0.002
Si, 0.0009, 0.0012, 0.0076
Si, -0.003, -0.0005, 0.0037
Si, -0.0025, -0.002, 0.0044
Si, -0.0031, -0.0022, 0.0105
Si, -0.0022, -0.0009, 0.0061
Si, 0, 0.0015, 0.0049
Si, 0.0015, 0.003, 0.0059
Si, 0.0033, 0.0002, -0.0173
Si, -0.0045, 0.0044, -0.016
Si, 0.0014, -0.0007, -0.0158
Si, -0.0015, -0.0001, -0.0127
Si, 0.0034, -0.0009, -0.0121
Si, 0.0026, -0.0062, -0.0166
Si, -0.0065, 0.002, -0.0205
Si, -0.0004, 0.0006, -0.0189
Si, -0.0035, -0.0011, 0.0261
Si, -0.0043, 0.0045, 0.0369
Si, 0.0022, -0.003, 0.0258
Si, 0.002, 0.0015, 0.0255
Si, -0.0078, 0.0081, -0.0327
Si, -0.0027, 0.0014, 0.0098
Si, 0.0011, 0.001, -0.0082
Si, 0.0052, -0.004, -0.0316
Si, -0.0005, -0.0044, 0.0066
Si, -0.0006, 0.0084, 0.0289
Si, 0.0026, 0.0013, 0.0136
Si, 0.0025, -0.0051, -0.0289
Si, 0.0011, 0.0004, 0.0203
Si, -0.0055, 0.0094, -0.0299
Si, 0.0041, -0.0042, 0.0236
Si, 0.0006, 0.0016, 0.0295
Si, 0.0005, -0.0039, -0.0062
Si, 0.0017, 0.0037, 0.0035
Si, -0.0007, -0.0004, 0.036
Si, -0.0045, -0.002, -0.0257
Si, -0.0051, -0.0008, -0.0165
Si, -0.0012, 0.0046, -0.0048
Si, 0.0007, -0.0016, 0.0228
Si, 0.0021, 0.0023, 0.0386
Si, -0.0001, 0.0034, 0.0126
Si, 0.0019, 0.0005, -0.0144
Si, 0.0018, -0.0011, 0.0191
Si, -0.0036, 0.0058, 0.0377
Si, -0.0023, 0.0022, 0.0038
Si, 0.0009, -0.0025, 0.0239
Si, -0.0038, 0.0046, 0.016
Si, 0.001, -0.0041, 0.0086
Si, -0.002, 0.0047, 0.0197
Si, -0.0062, 0.0028, 0.0367
Si, -0.0032, -0.0035, 0.0253
Si, 0.0017, 0.0056, 0.0116
O, -0.0076, 0.0073, 0.0193
O, 0.0063, 0.0028, -0.0183
O, 0.0006, 0.0051, -0.019
O, -0.0015, 0.0004, 0.0163
O, -0.0007, 0.0015, -0.0192
O, 0.0105, -0.0073, 0.0252
O, 0.0005, 0.002, -0.0058
O, -0.0124, 0.0078, 0.0279
O, 0.002, 0.0059, -0.0199
O, -0.0011, 0.0047, 0.0104
O, -0.0038, -0.0069, -0.0158
O, 0.0028, 0, -0.0093
O, -0.0083, 0.0118, 0.0274
O, 0.0043, 0.0002, -0.004
O, 0, -0.0027, 0.0117
O, -0.0092, 0.0027, 0.0164
O, -0.0041, -0.0017, -0.0047
O, -0.0004, -0.008, 0.0165
O, -0.0053, 0.0056, -0.0068
O, -0.0023, -0.0006, 0.005
O, -0.0075, 0.0036, -0.0097
O, -0.0036, -0.001, 0.0084
O, -0.0009, -0.0011, 0.0098
O, -0.0031, -0.001, -0.0088
O, -0.0011, -0.0011, -0.0143
O, 0.0089, 0.0027, -0.0117
O, -0.0007, 0.0011, 0.0011
O, 0.0017, -0.0032, -0.0107
O, -0.001, -0.0069, 0.0149
O, -0.0068, -0.0061, 0.0201
O, 0.0075, 0.0098, 0.0184
O, -0.0006, 0.0006, 0.0069
O, 0.0068, 0.0045, -0.0164
O, 0.0053, -0.0023, -0.0029
O, 0.0086, -0.0036, -0.0065
O, 0.0014, 0.0015, -0.0207
O, 0.0075, -0.0076, 0.0187
O, -0.0006, 0.0033, 0.0026
O, 0.0027, -0.0112, -0.0188
O, 0.0013, 0.0014, 0.0023
O, 0.0045, -0.0073, -0.0194
O, -0.0082, 0.0071, 0.0176
O, -0.0002, -0.0032, -0.0155
O, 0.0082, 0.0053, 0.0192
O, -0.0017, 0.0005, -0.0052
O, 0.0039, 0.0025, -0.0036
O, 0.0078, -0.0033, -0.0168
O, -0.0109, -0.0053, 0.0244
O, 0.0007, 0.0025, -0.0035
O, 0.001, 0.0016, -0.001
O, -0.0044, -0.0016, -0.0166
O, -0.0005, 0.0001, 0.0088
O, -0.0047, -0.0011, -0.0134
O, 0.0005, 0.001, 0.016
O, 0.0058, 0.0047, -0.0085
O, 0.0032, -0.0002, -0.0119
O, 0.0031, -0.0052, -0.012
O, 0.0059, 0.0046, -0.015
O, -0.0023, -0.0014, 0.0024
O, 0.0025, 0.0024, -0.0133
O, 0.0005, 0.0063, -0.0088
O, -0.0077, 0.0067, -0.0091
O, -0.0066, 0.0025, -0.016
O, 0.0055, 0.0004, 0.0004
O, 0.0033, -0.0037, -0.0386
O, 0.002, 0.0002, -0.0203
O, 0.0013, 0.0015, 0.0128
O, -0.0005, 0.0025, 0.0024
O, 0.002, -0.0015, -0.0057
O, -0.0009, 0.001, -0.0018
O, 0.0026, -0.0012, -0.0048
O, 0.0001, 0.0035, 0.0085
O, -0.0013, 0.0057, -0.013
O, -0.001, 0.0028, -0.0057
O, -0.005, -0.0001, -0.0158
O, 0.0023, 0.0003, 0.0023
O, 0.0086, -0.0027, 0.014
O, 0.0002, -0.0037, -0.0113
O, 0.0071, 0.0006, 0.0174
O, 0.0084, -0.0099, 0.0236
O, 0.0005, 0.0038, -0.0244
O, -0.0008, -0.0042, -0.013
O, -0.0025, 0.008, 0.0161
O, -0.0018, -0.0014, 0.0025
O, 0.0007, -0.0003, 0.0123
O, 0.0067, -0.0123, 0.0255
O, 0.0058, 0.001, -0.0084
O, 0.0022, 0.0007, 0.004

The program warned: the cutoff lies below the one the program advises for these potential files; the forces do not sum to zero within the program's tolerance; empty levels may hold ghost states of the PAW files; the exchange-correlation potential is rough where the density is thin.
